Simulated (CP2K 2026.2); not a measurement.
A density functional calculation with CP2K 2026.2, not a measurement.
Periodic cell of 504 atoms, Si360O144, from a study of silicon, its oxide and their interface. The atomic structure is a simulated model.
Doubt: the forces sum to 4.61 eV/angstrom along one axis rather than to zero, so they err by at least 0.0092 eV/angstrom per atom on average; the grid cutoff is modest.

Settings: functional PBE; method Gaussian and plane waves; basis set DZVP-MOLOPT-SR-GTH; pseudopotentials GTH-PBE; grid cutoff 350 Ry, relative cutoff 50 Ry; k points Gamma only; occupations fixed; spin none; net charge 0.

Cell vectors (angstrom)
a	16.32	0	0
b	0	16.32	0
c	-5.5136	6.2742	33.4481

Atoms and the computed forces on them: element, x, y, z (angstrom), force x, y, z (eV/angstrom)
Si	1.598	14.654	0.102	-0.227	0.303	0.69
Si	3.852	1.582	0.051	0.165	-0.184	0.675
Si	1.67	3.893	0.023	-0.228	0.197	0.762
Si	4.396	6.628	0.085	-0.205	0.074	0.715
Si	-4.492	16.227	33.392	0.267	-0.418	0.691
Si	3.898	12.429	0.182	0.186	-0.233	0.732
Si	1.58	20.758	33.428	-0.066	0.3	0.706
Si	4.415	7.343	33.28	-0.377	0.257	0.784
Si	6.506	4.311	0.085	0.149	-0.064	0.763
Si	9.129	7.081	0.123	0.219	-0.097	0.768
Si	7.004	9.389	0.214	-0.159	0.095	0.766
Si	9.319	12.206	0.075	0.296	-0.026	0.682
Si	12.191	15.169	0.072	0.049	-0.301	0.728
Si	14.706	1.566	0.144	0.196	-0.034	0.708
Si	12.548	3.887	0.043	-0.237	0.097	0.737
Si	14.624	7.074	0.126	0.208	-0.072	0.795
Si	12.51	9.393	0.18	-0.264	0.019	0.683
Si	14.96	12.045	0.201	-0.03	0.285	0.747
Si	2.707	16.318	1.336	0.003	-0.034	-0.021
Si	5.419	2.711	1.383	-0.008	-0.022	-0.044
Si	2.771	5.473	1.352	0.006	0.013	-0.059
Si	5.446	8.18	1.457	-0.004	0.02	-0.041
Si	2.652	10.881	1.387	-0.022	-0.018	-0.039
Si	5.515	13.541	1.438	-0.007	0.041	0.001
Si	8.2	16.283	1.093	0.037	-0.019	-0.066
Si	10.89	2.719	1.254	-0.008	-0.006	-0.08
Si	8.087	5.444	1.405	0.009	-0.016	-0.063
Si	10.838	8.181	1.342	0.002	0.002	-0.055
Si	8.165	10.864	1.573	0.011	0.006	-0.025
Si	10.965	13.489	1.232	-0.031	0.04	-0.047
Si	13.597	16.354	1.498	-0.017	-0.006	-0.019
Si	0.028	2.768	1.311	-0.001	0.002	-0.056
Si	13.582	5.456	1.436	0.002	-0.006	-0.064
Si	0.025	8.203	1.255	0.012	0.038	-0.087
Si	13.598	10.843	1.611	-0.012	-0.029	-0.003
Si	-0.065	13.612	1.386	0.015	-0.011	-0.031
Si	1.339	1.361	2.697	0.005	0.014	0.034
Si	4.078	4.083	2.756	0.01	0.019	0.045
Si	1.367	6.835	2.657	-0.028	-0.009	-0.01
Si	4.018	9.515	2.738	0.017	0.042	0.025
Si	1.318	12.256	2.763	-0.017	-0.012	0.062
Si	4.125	14.985	2.697	-0.032	-0.019	0.039
Si	6.861	1.303	2.586	0.008	-0.037	-0.001
Si	9.518	4.057	2.652	0.024	-0.001	-0.01
Si	6.785	6.804	2.818	0.007	0.005	0.058
Si	9.572	9.503	2.823	0.006	0.007	0.035
Si	6.778	12.207	2.863	-0.007	-0.015	0.031
Si	9.546	14.92	2.568	0.001	0.007	0.045
Si	12.197	1.412	2.757	-0.018	0.018	0.042
Si	15.011	4.116	2.725	-0.007	-0.021	0.041
Si	12.168	6.795	2.737	0.011	0.025	0.022
Si	15.036	9.47	2.803	0.056	-0.009	0.042
Si	12.208	12.251	2.798	-0.029	0.02	0.003
Si	14.969	14.978	2.78	-0.006	-0.019	0.023
Si	0.011	16.339	4.107	0.019	0.033	-0.004
Si	2.706	2.711	4.076	-0.011	0.019	-0.013
Si	0.03	5.477	4.071	0.01	-0.001	-0.007
Si	2.695	8.149	4.095	-0.01	-0.011	-0.007
Si	0.014	10.878	4.151	0.019	-0.003	-0.003
Si	2.737	13.623	4.065	-0.011	-0.001	-0.028
Si	5.49	16.335	4.038	0.001	0.019	-0.026
Si	8.168	2.679	4.007	-0.019	0.007	-0.004
Si	5.428	5.425	4.136	-0.017	0.004	-0.01
Si	8.175	8.151	4.147	-0.011	-0.01	-0.013
Si	5.385	10.847	4.14	-0.004	-0.011	-0.007
Si	8.196	13.628	4.069	0.036	0.025	-0.042
Si	10.844	16.296	4.038	-0.004	-0.024	-0.047
Si	13.616	2.753	4.075	-0.007	-0.007	-0.009
Si	10.844	5.411	4.079	-0.012	0.004	-0.008
Si	13.595	8.124	4.095	0.001	0.005	-0.05
Si	10.887	10.89	4.168	-0.007	-0.025	-0.006
Si	13.595	13.612	4.116	0.019	-0.01	-0.01
Si	1.331	14.963	16.292	0.003	-0.019	-0.009
Si	4.05	17.685	16.33	0.004	0.009	0.019
Si	1.353	4.075	16.33	-0.002	0.004	0.017
Si	4.075	6.803	16.296	0.007	0.002	0.01
Si	1.336	9.524	16.301	-0.001	0.009	-0.008
Si	4.096	12.226	16.271	-0.001	-0.005	0
Si	6.83	14.952	16.311	0	-0.017	-0.006
Si	9.591	17.695	16.312	0.002	0.012	0
Si	6.813	4.109	16.255	-0.022	0.004	-0.017
Si	9.514	6.79	16.305	0	-0.011	0.005
Si	6.793	9.51	16.314	-0.006	-0.004	0.008
Si	9.529	12.252	16.343	0.003	0.006	0.014
Si	12.261	14.966	16.346	0.01	0.013	0.012
Si	-1.396	17.659	16.323	0.02	-0.02	0.009
Si	12.245	4.047	16.341	0.011	-0.015	0.001
Si	-1.366	6.8	16.335	-0.014	0.014	0.011
Si	12.237	9.526	16.298	-0.017	0.002	-0.002
Si	-1.348	12.271	16.334	-0.008	0.009	0.003
Si	2.675	16.289	17.67	-0.022	0.023	0.005
Si	5.439	19.108	17.597	0.008	0.026	0.007
Si	2.717	5.46	17.67	0.005	-0.024	0.02
Si	5.442	8.132	17.671	-0.004	0.005	0.046
Si	2.711	10.893	17.615	0.005	0.004	0.019
Si	5.449	13.577	17.639	0.005	-0.017	-0.001
Si	8.263	16.294	17.619	-0.013	-0.041	0.026
Si	10.919	19.022	17.764	0.017	-0.025	0.02
Si	8.163	5.416	17.663	-0.024	0.027	0.019
Si	10.853	8.181	17.639	0.048	0.018	0.015
Si	8.119	10.905	17.671	-0.002	-0.002	-0.002
Si	10.941	13.579	17.708	-0.033	-0.014	0.022
Si	-2.746	16.339	17.754	0.005	-0.017	0.017
Si	-0.024	19.006	17.652	-0.036	-0.001	0.009
Si	-2.73	5.425	17.679	-0.008	0.006	0.029
Si	-0.007	8.171	17.694	-0.006	0.01	-0.009
Si	-2.679	10.847	17.647	0.009	0.015	-0.024
Si	-0.054	13.699	17.71	-0.002	0.009	0.036
Si	1.251	17.598	19.031	-0.025	-0.055	0.006
Si	4.08	4.101	19.021	0.02	-0.004	-0.021
Si	1.371	6.831	19.042	0.035	0	0.003
Si	4.056	9.524	18.975	-0.001	0.017	-0.032
Si	1.366	12.309	18.93	0.017	0.002	-0.04
Si	4.083	14.923	18.971	-0.017	-0.012	-0.033
Si	6.878	17.732	18.815	0.008	0.049	-0.05
Si	9.529	4.093	19.058	-0.006	-0.003	-0.013
Si	6.787	6.73	19.04	-0.03	0.006	-0.021
Si	9.462	9.521	18.992	-0.019	-0.018	-0.032
Si	6.787	12.271	19.067	0.01	-0.03	0.013
Si	9.625	14.976	19.067	0.014	0.024	-0.005
Si	12.266	17.673	19.21	0.003	0	0.02
Si	-1.338	4.061	19.023	-0.013	-0.014	-0.009
Si	12.193	6.809	18.987	0.017	-0.017	-0.039
Si	-1.376	9.506	19.072	-0.009	-0.006	0.015
Si	12.331	12.175	19.03	0.003	0.036	-0.013
Si	-1.419	15.035	19.19	0.035	-0.012	-0.018
Si	-0.149	16.483	20.637	-0.048	0.062	0.042
Si	2.717	18.924	20.226	0.043	0.007	0.007
Si	0.092	5.38	20.354	0.014	-0.008	0.028
Si	2.742	8.178	20.406	0.026	0.022	0.049
Si	0.052	10.934	20.286	0.01	0.004	0.062
Si	2.67	13.655	20.364	-0.037	0.003	0.034
Si	5.542	16.354	20.083	0.01	-0.053	0.004
Si	8.207	18.954	20.319	0.024	-0.036	0.078
Si	5.448	5.394	20.48	-0.007	-0.017	0.037
Si	8.08	8.176	20.359	-0.032	0.014	0.063
Si	5.339	10.922	20.364	-0.026	0.015	0.034
Si	8.225	13.619	20.382	-0.008	-0.036	0.023
Si	10.97	16.249	20.616	-0.001	-0.056	0.064
Si	-2.728	19.158	20.512	-0.011	0.011	0.06
Si	10.764	5.563	20.408	-0.033	0.046	0.04
Si	-2.72	8.062	20.401	0.004	0.006	0.034
Si	10.926	10.796	20.299	-0.004	-0.009	0.034
Si	-2.686	13.502	20.5	0.055	0.005	0.049
Si	1.107	14.824	21.7	0.128	0.219	-0.808
Si	4.295	17.724	21.452	-0.212	-0.098	-0.689
Si	1.4	20.184	21.632	0.059	0.197	-0.692
Si	4.315	7.055	21.752	-0.116	-0.249	-0.773
Si	1.573	9.811	21.625	-0.012	-0.166	-0.769
Si	3.732	12.043	21.691	0.194	0.114	-0.783
Si	7.07	15.337	21.484	0.145	-0.181	-0.666
Si	9.314	17.455	21.79	0.211	0.1	-0.759
Si	6.543	19.923	21.616	0.154	0.374	-0.741
Si	9.514	7.047	21.822	-0.135	-0.209	-0.646
Si	6.473	9.316	21.616	0.101	0.175	-0.823
Si	9.816	12.375	21.587	-0.191	-0.029	-0.749
Si	12.075	14.522	21.921	0.156	0.327	-0.745
Si	-1.138	18.335	22.068	-0.292	-0.511	-0.741
Si	12.366	4.485	21.679	-0.026	-0.185	-0.767
Si	-1.52	6.441	21.664	0.016	0.193	-0.732
Si	11.89	9.107	21.628	0.106	0.073	-0.785
Si	-0.965	12.444	21.75	-0.289	-0.129	-0.754
Si	6.37	20.327	24.513	-0.044	-0.049	-0.003
Si	4.011	8.684	30.379	0.148	-0.092	0.06
Si	0.694	12.134	28.975	0.033	0.004	-0.118
Si	1.565	21.017	26.357	-0.132	0.014	-0.091
Si	6.307	17.84	26.586	-0.105	0.043	-0.096
Si	9.819	7.403	30.696	-0.032	-0.122	0.018
Si	-1.199	7.807	30.524	0.078	-0.225	0.112
Si	10.591	14.013	26.835	-0.041	0.021	-0.069
Si	5.516	13.596	26.387	0.135	0.086	0.048
Si	-1.421	21.273	29.286	-0.137	0.105	0.032
Si	2.983	13.967	28.182	-0.051	0.092	-0.044
Si	-3.007	8.121	26.745	0.041	-0.033	0.052
Si	-4.242	17.227	30.602	-0.002	-0.108	0.156
Si	7.032	11.113	26.295	0.094	-0.009	-0.016
Si	3.401	5.087	23.851	0	-0.027	-0.146
Si	-2.799	5.11	26.484	-0.026	-0.026	-0.148
Si	-3.049	9.499	24.377	0.026	-0.195	-0.08
Si	5.232	16.555	31.441	-0.064	0.1	0.042
Si	4.546	13.492	30.813	0.073	-0.009	-0.004
Si	8.138	9.217	29.072	0.017	0.071	-0.078
Si	9.976	13.114	30.705	-0.024	-0.017	0.079
Si	3.408	20.635	28.77	0.028	0.038	-0.024
Si	5.77	18.589	29.377	0.074	0.076	0.009
Si	6.8	8.136	26.662	0.055	-0.068	-0.008
Si	0.117	17.414	31.384	-0.079	0.056	0.108
Si	9.878	21.006	29.215	0.024	0.021	0.044
Si	-1.786	16.045	29.352	0.002	0.027	0.119
Si	-2.613	18.905	24.874	0.075	0.101	-0.123
Si	-0.512	10.105	26.977	0.066	-0.023	-0.137
Si	9.969	15.638	29.235	-0.01	0.033	-0.137
Si	1.096	20.184	30.604	-0.085	0.01	0.12
Si	5.649	13.577	23.515	-0.039	-0.137	0.069
Si	1.299	7.597	26.493	-0.015	-0.019	0.017
Si	10.351	21.085	26.251	0.142	-0.071	-0.086
Si	7.838	11.276	23.564	-0.065	-0.035	-0.125
Si	2.605	16.535	23.797	-0.004	0.078	0.012
Si	-3.91	11.427	30.583	0.01	-0.049	0.103
Si	9.219	11.683	28.171	0.183	-0.031	-0.111
Si	-3.976	8.737	29.496	-0.014	0.009	-0.16
Si	-1.58	13.317	30.588	-0.028	0.01	0.079
Si	-1.516	16.76	26.357	0.037	0.027	0.075
Si	7.944	15.393	27.035	0.063	-0.042	-0.049
Si	-3.165	14.484	24.937	-0.122	-0.133	-0.089
Si	-0.145	8.211	23.771	-0.005	-0.008	-0.03
Si	10.887	19.186	23.948	-0.04	-0.006	-0.16
Si	-1.636	11.821	24.756	0.125	0.112	-0.012
Si	3.315	16.6	26.658	-0.003	0.039	-0.04
Si	1.318	9.666	30.602	-0.139	0.105	0.148
Si	1.128	18.179	25.634	-0.013	0.09	0.048
Si	8.34	6.382	24.768	-0.014	-0.062	-0.255
Si	-3.969	20.318	30.748	-0.047	-0.012	0.006
Si	4.224	7.171	27.769	-0.174	0.076	-0.013
Si	7.927	19.777	31.292	0.031	0.071	0.086
Si	5.994	10.961	30.607	0.099	-0.051	0.036
Si	1.381	14.972	5.442	0.008	-0.007	0.005
Si	4.106	1.362	5.409	0.004	-0.002	-0.01
Si	1.365	4.089	5.433	0.001	0	0.003
Si	4.062	6.795	5.464	-0.008	0.005	0.001
Si	1.371	9.516	5.484	-0.003	-0.004	0.008
Si	4.059	12.253	5.463	-0.019	-0.004	-0.001
Si	6.822	14.975	5.426	-0.004	-0.009	-0.008
Si	9.506	1.34	5.412	-0.001	0.003	-0.002
Si	6.817	4.039	5.419	0.023	-0.009	-0.009
Si	9.517	6.768	5.473	0.017	0.005	0.011
Si	6.787	9.508	5.477	-0.012	-0.011	0
Si	9.511	12.261	5.472	-0.008	0.01	0.003
Si	12.222	14.978	5.439	-0.018	0.003	-0.007
Si	14.953	1.376	5.443	-0.004	0.012	0.005
Si	12.241	4.087	5.438	0.013	0.002	-0.003
Si	14.959	6.784	5.454	0.011	0.002	-0.003
Si	12.269	9.512	5.47	-0.001	0.009	-0.003
Si	14.95	12.24	5.472	0.006	0.005	0.001
Si	2.748	16.328	6.788	0.004	-0.003	0.004
Si	5.447	2.71	6.794	-0.008	0.003	0
Si	2.712	5.433	6.817	0.002	-0.007	0.01
Si	5.43	8.147	6.826	0.011	0	0
Si	2.721	10.886	6.833	-0.001	-0.003	0.002
Si	5.452	13.612	6.789	0.007	-0.002	-0.007
Si	8.157	16.328	6.804	-0.006	0.007	0.005
Si	10.877	2.705	6.774	0.012	-0.012	-0.007
Si	8.155	5.403	6.808	-0.002	0	0.006
Si	10.889	8.148	6.809	0.004	-0.018	-0.008
Si	8.146	10.891	6.817	-0.012	0.016	-0.006
Si	10.884	13.611	6.817	-0.008	-0.003	-0.003
Si	13.591	16.331	6.797	0	0.005	0.002
Si	0	2.733	6.796	-0.006	0.012	0.001
Si	13.598	5.433	6.813	-0.005	0.001	-0.002
Si	-0.008	8.154	6.816	-0.004	0.015	0.001
Si	13.606	10.877	6.835	0.008	-0.006	0.002
Si	0.009	13.611	6.801	0.003	-0.009	-0.006
Si	1.373	17.686	8.143	0.008	0.007	-0.006
Si	4.086	4.072	8.158	0.009	0.005	-0.007
Si	1.352	6.796	8.172	-0.005	-0.011	-0.004
Si	4.083	9.522	8.181	0.005	0.011	0.006
Si	1.354	12.247	8.176	-0.001	-0.008	0.003
Si	4.093	14.965	8.157	-0.001	0.003	-0.003
Si	6.798	17.678	8.167	-0.001	0.002	0.008
Si	9.528	4.059	8.158	-0.01	0.004	0
Si	6.798	6.777	8.165	-0.013	-0.01	-0.004
Si	9.52	9.518	8.156	0.002	0.004	-0.011
Si	6.794	12.254	8.169	-0.001	-0.011	0.001
Si	9.517	14.969	8.165	0.003	0.001	0.007
Si	12.232	17.683	8.156	-0.001	0.006	0.003
Si	14.96	4.078	8.168	-0.009	-0.011	0.008
Si	12.246	6.797	8.174	0.012	0.017	0.005
Si	14.965	9.516	8.183	0.002	0.005	0.004
Si	12.238	12.243	8.173	0.007	-0.004	0.003
Si	14.96	14.969	8.152	-0.003	-0.01	-0.001
Si	0.009	16.328	9.505	0.002	0.011	-0.003
Si	2.724	2.717	9.519	0.004	0.005	-0.001
Si	-0.006	5.44	9.53	0.004	0.01	0
Si	2.715	8.158	9.526	-0.01	-0.001	-0.002
Si	0	10.882	9.534	-0.009	-0.005	0.003
Si	2.726	13.609	9.519	0.009	-0.002	-0.002
Si	5.444	16.319	9.53	-0.002	0	0.006
Si	8.162	2.714	9.523	-0.003	-0.008	0.006
Si	5.438	5.428	9.527	-0.002	-0.004	0.007
Si	8.161	8.152	9.512	-0.004	-0.002	-0.006
Si	5.442	10.89	9.528	0.008	0.005	-0.002
Si	8.162	13.607	9.526	-0.01	-0.005	-0.002
Si	10.878	16.324	9.521	0	-0.001	0
Si	13.597	2.717	9.517	0.003	0.002	0
Si	10.881	5.431	9.519	0.011	-0.007	-0.001
Si	13.6	8.158	9.537	-0.004	0.003	0.002
Si	10.878	10.877	9.524	-0.002	0.005	0.001
Si	13.606	13.605	9.517	0.001	-0.009	0.003
Si	1.363	14.969	10.875	0.002	-0.01	-0.004
Si	4.081	17.68	10.886	0.001	-0.008	0.002
Si	1.36	4.078	10.877	-0.007	0.001	0.001
Si	4.075	6.793	10.877	0.009	-0.001	-0.004
Si	1.358	9.517	10.886	0.009	0.008	0.001
Si	4.082	12.249	10.885	-0.002	-0.014	0.004
Si	6.804	14.961	10.891	0.003	0.004	0.007
Si	9.518	17.676	10.886	-0.004	0.011	0.002
Si	6.803	4.074	10.885	0.002	0.004	0
Si	9.523	6.797	10.876	0.002	0	-0.001
Si	6.805	9.521	10.869	-0.01	0.012	-0.004
Si	9.524	12.242	10.88	-0.007	-0.002	0.001
Si	12.242	14.962	10.872	-0.003	0.007	-0.002
Si	-1.354	17.68	10.868	-0.003	0	-0.001
Si	12.243	4.077	10.88	0.008	-0.004	0.003
Si	-1.361	6.799	10.895	-0.006	0.001	0.008
Si	12.237	9.519	10.89	0.003	-0.004	0.004
Si	-1.364	12.243	10.885	0.006	-0.001	0.001
Si	2.717	16.324	12.247	0.007	0.013	0.004
Si	5.447	2.714	12.247	0.003	0.003	0.003
Si	2.715	5.437	12.24	-0.005	-0.002	-0.003
Si	5.436	8.164	12.219	0.006	0	-0.003
Si	2.72	10.882	12.232	-0.007	0	0
Si	5.442	13.603	12.251	0.001	-0.003	0
Si	8.164	16.318	12.252	-0.005	-0.013	0.004
Si	10.884	2.716	12.235	-0.005	-0.006	-0.004
Si	8.165	5.44	12.236	-0.004	0.003	0.005
Si	10.882	8.151	12.248	-0.004	0.007	0.002
Si	8.167	10.875	12.232	-0.002	-0.003	-0.007
Si	10.885	13.607	12.237	0.015	-0.008	-0.004
Si	13.609	16.317	12.224	0.002	-0.001	-0.009
Si	-0.005	2.724	12.235	0.009	0.003	-0.002
Si	13.599	5.433	12.248	-0.006	-0.002	0.004
Si	-0.004	8.164	12.252	0.004	0.002	0
Si	13.593	10.886	12.247	-0.001	0.003	-0.002
Si	0.003	13.605	12.232	-0.008	-0.003	0.001
Si	1.347	17.688	13.597	-0.014	0.002	-0.002
Si	4.078	4.077	13.594	0.002	0.001	0.001
Si	1.353	6.793	13.603	-0.002	0.006	0.003
Si	4.073	9.513	13.582	0.014	0.006	-0.009
Si	1.361	12.242	13.586	0.01	-0.018	-0.008
Si	4.081	14.968	13.609	-0.002	-0.005	0.007
Si	6.806	17.676	13.615	-0.004	0.004	0.002
Si	9.529	4.079	13.591	0.01	-0.009	-0.006
Si	6.802	6.816	13.575	-0.02	0.008	-0.01
Si	9.524	9.521	13.6	-0.001	0.001	0.006
Si	6.813	12.232	13.592	0.012	-0.015	0.001
Si	9.535	14.964	13.607	-0.011	0.01	-0.003
Si	12.254	17.674	13.581	0.01	0.001	-0.017
Si	-1.361	4.076	13.609	-0.003	-0.002	0.002
Si	12.238	6.785	13.611	0.018	-0.006	0
Si	-1.367	9.53	13.607	-0.01	0.009	0.002
Si	12.238	12.253	13.606	-0.024	0.019	0.001
Si	-1.362	14.958	13.591	0.016	-0.008	-0.009
Si	-0.02	16.328	14.947	-0.005	0.001	-0.007
Si	2.709	19.044	14.955	0.005	-0.001	0.007
Si	-0.006	5.439	14.972	0	-0.011	0
Si	2.709	8.164	14.95	-0.003	-0.004	0.002
Si	-0.006	10.904	14.955	0.02	0.02	0.001
Si	2.712	13.599	14.95	-0.011	-0.009	0.008
Si	5.439	16.324	14.982	0.004	0.001	0.007
Si	8.189	19.035	14.955	-0.01	0.008	0.008
Si	5.438	5.463	14.921	0.026	0.002	-0.003
Si	8.159	8.159	14.951	0	0.008	0.003
Si	5.448	10.859	14.93	-0.011	-0.005	0
Si	8.177	13.592	14.952	-0.003	-0.01	0.001
Si	10.92	16.319	14.956	-0.009	-0.006	-0.004
Si	13.592	19.028	14.956	-0.006	-0.021	-0.003
Si	10.884	5.416	14.974	-0.009	0.005	0.006
Si	13.599	8.154	14.959	-0.006	0.008	0.002
Si	10.874	10.894	14.96	0.018	0.001	-0.005
Si	13.604	13.609	14.967	0.002	-0.004	-0.006
O	3.784	16.969	22.797	0.372	-0.332	0.377
O	1.562	9.862	32.193	0.596	-0.204	-0.038
O	12.189	18.44	24.536	-0.031	-0.417	0.007
O	10.861	13.465	22.205	0	-0.082	0.474
O	4.343	12.768	23.019	-0.173	-0.051	0.402
O	6.673	18.451	28.046	0.618	0.053	0.062
O	6.61	10.878	32.1	-0.018	0.165	0.085
O	6.591	16.571	32.324	0.314	0.502	-0.246
O	8.133	16.379	22.199	0.065	0.071	0.409
O	9.754	14.696	30.534	-0.13	0.338	0.346
O	2.757	19.657	33.06	0.022	0.006	-0.382
O	-1.293	11.733	23.176	0.252	-0.264	-0.034
O	4.482	19.459	28.963	-0.015	-0.152	-0.245
O	11.481	20.331	22.967	-0.109	0.235	0.253
O	-3.032	17.037	29.558	0.077	0.258	-0.344
O	-3.983	16.163	31.826	0.412	-0.249	-0.17
O	2.283	17.842	26.726	0.165	0.419	0.623
O	-2.753	9.009	33.124	0.19	0.059	-0.424
O	0.153	19.313	22.228	0.143	-0.129	0.554
O	2.54	14.521	33.156	-0.069	0.065	-0.428
O	5.331	18.88	21.925	-0.213	0.242	0.084
O	-2.694	19.871	33.282	0.199	-0.115	-0.259
O	-1.135	6.536	29.523	0.32	0.352	-0.412
O	-1.093	18.102	32.211	-0.146	0.057	-0.422
O	-1.888	9.25	27.102	-0.307	0.092	0.087
O	3.696	6.528	23.17	-0.263	0.453	0.361
O	10.944	14.897	28.157	0.457	-0.009	0.232
O	-1.112	7.294	32.064	0.205	-0.514	-0.142
O	-1.386	16.096	27.802	0.348	-0.307	-0.017
O	4.931	14.977	31.311	0.205	-0.071	0.122
O	-3.753	9.695	22.967	-0.015	0.288	0.161
O	7.239	5.23	25.125	-0.008	-0.003	0.464
O	2.859	7.616	26.988	0.037	0.218	0.145
O	-0.032	17.07	25.804	0.204	-0.278	-0.053
O	2.421	4.303	22.827	0.296	-0.326	0.155
O	7.777	11.869	27.49	-0.129	0.482	0.467
O	2.441	8.666	30.057	-0.205	-0.341	-0.459
O	10.566	17.237	33.191	0.07	-0.02	-0.211
O	-4.258	10.334	29.44	-0.203	0.331	-0.519
O	7.417	16.705	26.234	0.132	0.177	-0.329
O	-0.076	11.73	33.04	-0.204	-0.15	-0.525
O	-2.037	20.945	27.827	0.08	-0.332	0.195
O	0.799	20.973	31.999	-0.431	0.34	-0.069
O	9.911	18.177	23.139	-0.054	0.125	0.479
O	4.579	10.176	30.592	-0.534	0.157	0.23
O	9.541	6.18	29.698	-0.091	-0.005	-0.363
O	-3.844	8.573	25.429	-0.691	0.079	-0.163
O	5.386	14.286	24.937	0.046	0.474	-0.187
O	9.595	12.643	32.191	-0.128	-0.315	-0.1
O	6.961	10.222	29.546	-0.223	-0.01	-0.414
O	5.808	12.071	25.959	-0.347	-0.223	-0.278
O	7.159	20.104	23.112	0.571	0.035	0.034
O	9.716	7.048	32.265	0.303	-0.256	0.054
O	8.71	8.524	30.392	-0.322	0.12	0.399
O	6.57	19.247	30.61	-0.12	0.178	0.139
O	2.864	15.549	27.816	-0.117	0.223	0.412
O	2.601	5.231	25.233	0.152	0.417	0.269
O	-4.441	21.221	32.022	-0.145	0.418	-0.159
O	2.544	20.712	30.127	0.104	0.109	0.223
O	-1.728	18.35	23.61	-0.069	-0.029	0.157
O	-1.575	13.684	32.17	-0.063	0.539	0.186
O	-0.073	8.932	30.278	0.024	-0.034	-0.417
O	8.02	14.491	33.137	0.063	-0.099	-0.455
O	-0.014	20.515	29.48	0.071	-0.324	-0.318
O	1.533	11.089	29.875	0.518	0.21	-0.061
O	-4.205	18.757	31.109	0.135	-0.064	0.292
O	5.51	22.478	33.061	0.036	-0.05	-0.382
O	-4.262	10.794	32.032	-0.325	-0.186	-0.171
O	7.509	21.072	32.164	0.403	0.391	-0.126
O	8.635	18.753	32.313	-0.212	-0.295	-0.299
O	3.138	15.92	25.192	0.356	-0.395	-0.143
O	5.457	7.24	26.722	-0.055	-0.451	-0.259
O	4.154	13.465	27.208	0.005	-0.392	-0.116
O	6.924	12.591	23.403	0.262	0.124	-0.003
O	0.067	13.648	22.144	0.121	0.129	0.499
O	-0.487	11.064	25.637	0.446	0.131	-0.088
O	5.995	14.822	22.575	-0.522	0.368	0.096
O	-1.533	8.902	24.241	0.016	-0.214	0.279
O	4.198	7.858	31.753	-0.053	-0.227	-0.088
O	8.111	8.981	33.133	0.089	0.018	-0.403
O	9.342	10.07	28.344	0.627	-0.163	-0.12
O	8.729	6.553	23.186	-0.071	-0.125	-0.038
O	10.117	19.864	25.199	-0.329	-0.305	0.051
O	11.282	7.988	30.423	0.406	0.104	0.454
O	9.069	12.336	29.635	-0.55	0.106	-0.031
O	4.84	17.144	26.754	0.095	0.065	0.164
O	1.086	18.575	30.816	0.47	-0.191	-0.159
O	11.806	14.129	25.778	-0.047	-0.272	-0.129
O	0.783	6.057	26.842	-0.677	-0.132	0.275
O	0.949	16.424	32.339	0.15	0.146	-0.093
O	5.43	8.179	22.16	0.178	-0.181	0.406
O	4.039	12.705	32.137	0.105	-0.501	-0.235
O	6.369	9.684	26.555	-0.526	0.022	0.086
O	5.728	12.528	30.234	0.35	0.265	-0.365
O	8.543	15.864	28.484	-0.223	0.432	0.416
O	-3.976	8.044	28.034	-0.359	-0.147	-0.164
O	0.696	19.75	25.778	-0.538	0.105	-0.299
O	-2.243	18.201	26.286	-0.118	0.244	0.446
O	-4.806	12.749	30.403	0.26	0.441	-0.197
O	0.699	9.226	22.856	-0.028	0.037	0.149
O	1.722	15.394	23.092	-0.079	-0.422	0.197
O	-3.568	14.774	23.387	0.099	0.166	0.228
O	8.119	10.991	25.112	0.397	-0.121	-0.033
O	1.754	17.877	24.16	-0.108	0.431	-0.321
O	4.176	17.503	32.251	-0.078	0.024	-0.179
O	-2.386	11.923	30.434	0.354	-0.509	-0.133
O	-2.025	13.34	25.123	0.375	0.16	0.262
O	-2.381	6.675	26.35	0.3	-0.026	-0.327
O	10.713	8.107	22.192	0.014	-0.013	0.273
O	3.402	13.722	29.714	-0.235	0.07	0.107
O	-0.62	6.909	22.942	0.117	-0.198	0.077
O	9.589	20.783	27.645	-0.482	-0.26	-0.035
O	-0.341	11.214	28.137	-0.355	0.155	0.105
O	7.116	9.98	22.949	-0.091	-0.082	0.253
O	-2.418	20.499	25.192	0.121	0.346	-0.407
O	-2.737	5.469	22.206	0.029	-0.126	0.579
O	2.659	10.908	22.201	-0.071	-0.085	0.448
O	4.664	8.089	29.031	0.286	-0.038	-0.179
O	6.351	19.018	25.472	-0.066	-0.054	0.015
O	11.438	20.696	29.479	0.331	-0.031	-0.379
O	7.643	8.061	28.049	0.038	-0.473	0.059
O	-2.417	15.809	25.434	0.137	0.306	-0.406
O	2.383	20.363	27.57	-0.068	-0.334	0.063
O	8.956	20.038	30.096	0.223	-0.518	-0.146
O	-2.987	10.979	25.006	-0.742	0.252	0.344
O	4.822	20.705	24.183	0.007	-0.318	-0.037
O	6.661	14.402	27.211	-0.097	-0.113	0.347
O	7.689	7.733	25.375	0.22	0.41	-0.233
O	4.145	5.691	28.401	0.44	-0.163	0.359
O	10.347	12.459	27.293	0.442	-0.403	-0.163
O	-2.227	14.55	29.776	-0.436	-0.113	-0.224
O	-0.503	16.531	30.197	0.446	-0.054	-0.317
O	0.638	8.949	27.132	0.149	0.059	0.298
O	9.173	14.628	26.265	0.027	-0.246	-0.63
O	5.344	17.127	29.935	-0.068	-0.488	-0.389
O	-2.445	20.686	30.39	0.159	-0.219	0.274
O	9.247	11.534	22.854	0.211	-0.443	0.183
O	10.681	16.97	29.803	-0.355	0.47	-0.226
O	0.887	7.76	24.927	0.421	-0.338	-0.256
O	9.711	6.079	25.568	0.47	0.371	0.358
O	-2.566	8.574	30.229	-0.021	0.241	0.231
O	1.631	13.071	28.02	-0.157	0.05	-0.486
O	-0.103	13.106	29.984	0.34	0.295	0.286
O	11.908	5.013	26.588	0.036	-0.116	0.232

Results
total energy: -101653.992 eV
total energy less fixed offsets of O -438.35, Si -107.03 eV per atom: -0.792 eV
